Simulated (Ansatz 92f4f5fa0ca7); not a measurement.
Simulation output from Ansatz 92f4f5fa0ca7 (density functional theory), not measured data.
Periodic cell of 223 atoms, Si133O90, from a study of silicon, its oxide and their interface. The atomic structure is a simulated model.
Doubt: the cutoff is far below the 930 eV that the study's wrapper takes by default for these files, so forces and energies are approximate.
This geometry differs little from another in the collection (a relaxation step or a small displacement).

Settings: functional PBE; potential files Ansatz PAW; basis plane waves; wave-function cutoff 580 eV; density cutoff ratio 5; exchange-correlation grid ratio 1; k mesh 1 x 1 x 1, Gamma-centred; self-consistency stop 5e-08 eV per atom in the density residual; occupations fixed; spin none; net charge 0.

Cell vectors (angstrom)
a 10.938 0 0
b 0 10.938 0
c 0 0 32.2885

Atoms: element, x, y, z (angstrom)
Si -0.0937 0.3282 24.7884
Si 5.3743 0.4613 24.8908
Si 3.0212 2.5712 24.9056
Si 8.4153 2.4251 24.7789
Si -0.5323 5.7924 24.6108
Si 5.507 5.7332 24.9976
Si 3.3537 7.9998 24.4559
Si 8.3665 8.2902 24.711
Si 1.4049 1.4538 26.1994
Si 6.9092 1.4453 26.291
Si 4.2002 4.1499 26.1689
Si 9.4842 4.1349 26.0472
Si 1.1287 6.6955 26.0976
Si 6.9218 7.0634 26.2203
Si 4.2154 9.6295 25.9786
Si 9.6562 9.6731 26.0886
Si 2.745 -0.0413 27.4493
Si 8.2329 -0.0255 27.5288
Si -0.0339 2.8125 27.4874
Si 5.4791 2.7699 27.5733
Si 2.7032 5.4635 27.4619
Si 8.1785 5.4974 27.4965
Si -0.0379 8.2051 27.5054
Si 5.4425 8.2904 27.5199
Si 4.1018 1.3673 28.8702
Si 9.5708 1.3673 28.8702
Si 1.3673 4.1018 28.8702
Si 6.8362 4.1018 28.8702
Si 4.1018 6.8362 28.8702
Si 9.5708 6.8362 28.8702
Si 1.3673 9.5708 28.8702
Si 6.8362 9.5708 28.8702
Si 0 0 30.2375
Si 5.469 0 30.2375
Si 2.7345 2.7345 30.2375
Si 8.2035 2.7345 30.2375
Si 0 5.469 30.2375
Si 5.469 5.469 30.2375
Si 2.7345 8.2035 30.2375
Si 8.2035 8.2035 30.2375
Si 1.3673 1.3673 31.6047
Si 6.8362 1.3673 31.6047
Si 4.1018 4.1018 31.6047
Si 9.5708 4.1018 31.6047
Si 1.3673 6.8362 31.6047
Si 6.8362 6.8362 31.6047
Si 4.1018 9.5708 31.6047
Si 9.5708 9.5708 31.6047
Si 2.7345 0 0.6835
Si 8.2035 0 0.6835
Si 0 2.7345 0.6835
Si 5.469 2.7345 0.6835
Si 2.7345 5.469 0.6835
Si 8.2035 5.469 0.6835
Si 0 8.2035 0.6835
Si 5.469 8.2035 0.6835
Si 4.1018 1.3673 2.0507
Si 9.5708 1.3673 2.0507
Si 1.3673 4.1018 2.0507
Si 6.8362 4.1018 2.0507
Si 4.1018 6.8362 2.0507
Si 9.5708 6.8362 2.0507
Si 1.3673 9.5708 2.0507
Si 6.8362 9.5708 2.0507
Si 0 0 3.418
Si 5.469 0 3.418
Si 2.7345 2.7345 3.418
Si 8.2035 2.7345 3.418
Si 0 5.469 3.418
Si 5.469 5.469 3.418
Si 2.7345 8.2035 3.418
Si 8.2035 8.2035 3.418
Si 1.4663 1.2433 4.6859
Si 6.8006 1.3223 4.8805
Si 4.1248 4.0932 4.758
Si 9.5685 4.0675 4.7712
Si 1.3683 6.852 4.7633
Si 6.8354 6.8207 4.7602
Si 4.1816 9.5413 4.8721
Si 9.5359 9.6315 4.7927
Si 2.7776 -0.0187 6.2085
Si 8.0899 -0.1161 6.3373
Si 0.0641 2.5902 5.912
Si 5.3823 2.715 6.2316
Si 2.8366 5.5621 6.073
Si 8.1879 5.4455 6.111
Si -0.052 8.1952 6.073
Si 5.5861 8.1585 6.288
Si 3.6366 1.7444 7.5912
Si 10.305 1.3182 7.7673
Si 1.5102 3.9476 7.0338
Si 6.5793 4.3321 7.4363
Si 4.3727 6.5892 7.5799
Si 9.192 7.1649 7.3435
Si 1.1806 9.6773 7.4063
Si 7.4747 8.8699 7.6016
O 12.8104 7.7574 25.0671
O 4.1593 1.4766 24.4102
O 9.7146 6.62 8.8471
O -2.2106 0.9466 7.4762
O 7.5967 2.9048 23.4156
O 3.1725 10.6204 22.0028
O 5.4719 5.431 8.025
O 0.1425 -0.1115 7.957
O 7.3314 3.6475 8.7291
O 7.3308 9.037 9.266
O 11.2502 4.6997 7.8759
O 1.7674 8.9106 8.7347
O 3.914 1.2181 9.1266
O 2.5228 2.9406 7.8854
O 10.5664 2.0881 9.1758
O 3.7488 7.1936 8.9973
O 7.867 9.0343 23.2972
O 9.5888 1.3315 24.3128
O 6.4995 5.2751 23.7733
O 2.2774 3.1668 23.5652
O 11.7107 -0.2444 23.4829
O -1.5403 7.086 24.2777
O 3.0695 8.2386 22.8647
O 6.3109 11.1705 23.5563
Si 12.4875 -0.0406 22.0481
Si 7.1741 4.2983 22.6671
Si 5.5914 15.6116 20.0286
Si 10.6483 1.4527 13.1607
Si 5.4216 -0.977 12.3359
Si 2.0284 1.3133 14.8778
Si 4.6423 1.6028 13.3558
Si -0.7352 4.963 22.3909
Si 10.6448 4.8733 17.9749
Si 11.1228 3.5041 15.1028
Si 10.1511 2.8892 10.5229
Si 3.9097 9.1678 21.8298
Si 7.5051 5.6611 11.9215
Si 9.77 9.5639 12.6834
Si 8.0795 0.5763 19.9515
Si 5.7197 3.2278 15.5235
Si 8.8565 7.8642 15.0906
Si 7.7267 8.5255 10.7694
Si 12.3411 5.2652 20.32
Si 13.7467 8.591 17.1791
Si -0.0288 -0.6863 19.6198
Si 6.2929 6.1833 14.7518
Si 10.6456 7.9964 17.4897
Si 2.1035 11.3923 17.7771
Si 10.9106 5.5604 9.2021
Si 8.1807 14.3976 19.0849
Si 6.7881 10.014 22.525
Si -0.6369 5.7943 13.3063
Si 6.9355 1.5292 17.51
Si 2.2966 7.6519 9.6116
Si 1.4223 3.0063 22.1902
Si 3.8226 8.0077 14.3647
Si 3.7647 7.1551 19.6267
Si 4.2982 2.6706 18.1188
Si 12.3191 7.8583 12.4985
Si 7.161 3.1304 10.2658
Si 4.6728 1.1611 10.553
O 7.004 4.5795 19.2182
O 3.9885 1.9006 11.8681
O 13.3591 6.5093 20.2646
O 0.0543 16.6694 21.1546
O 4.7636 6.7529 14.8349
O -1.3279 4.1981 19.0416
O 6.4442 4.7113 15.4838
O -4.1732 4.4011 11.2056
O 9.8352 6.6641 14.5988
O 7.3639 7.2548 15.4073
O 12.0677 4.8077 18.767
O 9.5355 8.5403 16.4143
O 5.275 2.9726 13.9704
O 8.834 8.9671 13.8904
O 0.2807 4.6388 13.9544
O 2.3191 8.1053 11.1778
O -1.9581 5.2541 12.5157
O 7.2439 -0.2196 21.117
O 1.2445 8.1471 16.9493
O 10.2623 6.4357 17.7474
O 12.0755 0.8083 13.6188
O 5.9984 4.1408 21.5294
O 14.4427 8.8285 15.7327
O 8.584 2.5778 10.7993
O 10.1241 2.3471 14.4565
O 3.8893 -2.3183 20.3124
O 13.0291 4.0182 21.1095
O 2.3971 7.5171 13.7294
O 1.6923 2.8798 15.2227
O 13.8767 10.0049 18.0026
O 7.6176 6.8981 10.8633
O 11.3506 9.1424 12.8152
O 3.599 7.425 18.0221
O 6.5259 1.8076 15.9296
O 5.061 17.1567 19.979
O 0.3337 6.6174 12.2891
O 5.7462 0.3932 13.1914
O -0.145 3.4235 22.4303
O 10.6538 4.0653 16.557
O 6.5695 6.0957 13.1589
O 6.7384 9.1589 11.8897
O 4.5243 -1.9635 13.2601
O 8.05 13.162 20.1818
O 5.5458 1.6484 18.3663
O 9.5891 0.0621 20.1523
O 5.4733 9.1091 22.2514
O 3.5711 1.0868 14.4659
O 4.7269 -0.4366 10.943
O 2.921 12.7441 18.1954
O 9.2198 9.0347 11.2283
O 11.8141 9.9117 20.9342
O 7.9985 2.7639 17.6312
O 10.5211 8.8627 18.865
O 10.4737 4.4829 10.339
O 11.6741 11.3168 18.6479
O 4.406 3.7824 19.3148
O 12.6141 11.3955 16.2068
O 6.1207 1.8912 10.3513
O 1.3273 6.353 9.5756
O -3.315 0.2788 18.3628
O 12.3529 12.4478 21.5903
O 4.26 6.6428 24.4291
O 4.5031 14.2924 16.6347
O 9.6301 0.2471 12.7881
O -2.3651 4.9459 22.0679
O 10.943 2.3637 11.8385

Results
free energy: -135735.151 eV
free energy less fixed offsets of O -568.88, Si -635.61 eV per atom: 0.179 eV

Forces (eV/angstrom), in the order of the atoms: element, x, y, z
Si -0.0173 0.0203 -0.0202
Si -0.0031 -0.0672 0.0664
Si 0.0039 -0.0018 -0.0101
Si 0.0294 0.0535 0.0796
Si 0.055 0.0245 0.0629
Si -0.0067 -0.0144 0.0018
Si -0.0487 0.0314 0.0273
Si 0.0116 -0.0037 0.0213
Si -0.0092 0.0159 0.0026
Si -0.0033 -0.0027 -0.0213
Si 0.0256 0.0186 -0.0058
Si -0.0351 -0.0492 -0.054
Si -0.0192 0.0008 -0.0784
Si -0.0017 0.0017 -0.0104
Si 0.0256 0.0256 -0.0289
Si -0.0028 -0.0124 0.0005
Si -0.0099 -0.0244 -0.0029
Si 0.0013 -0.0097 -0.0014
Si 0.0224 0.0015 0.0065
Si -0.0107 0.0048 -0.0021
Si -0.0187 -0.0129 0.0042
Si -0.0064 0.0085 -0.0045
Si -0.0038 -0.0048 -0.006
Si -0.0039 0.01 -0.0034
Si -0.0716 -0.3301 -0.1142
Si 0.0938 0.2232 -0.0591
Si -0.0757 0.139 0.0492
Si 0.0916 0.4465 0.4044
Si -0.2647 0.1776 -0.3312
Si -0.1687 -0.1137 0.1308
Si 0.1108 -0.2088 -0.1987
Si 0.0213 0.1778 0.3455
Si 0.0994 0.0935 -0.0504
Si 0.1083 0.0661 0.0239
Si -0.0979 -0.0456 -0.0519
Si 0.0406 0.0211 0.0053
Si 0.1231 0.0617 -0.009
Si 0.095 -0.0395 -0.0206
Si -0.0317 -0.0201 0.0144
Si -0.0846 -0.119 0.0108
Si 0.0246 -0.0283 -0.0031
Si -0.0566 0.0585 -0.014
Si 0.0054 0.0162 -0.014
Si 0.0216 0.0135 -0.0455
Si -0.0618 -0.0234 -0.0191
Si -0.0451 0.0718 0.0174
Si 0.0103 -0.0095 -0.0246
Si -0.0149 0.0073 -0.0162
Si -0.0172 0.0077 0.0203
Si -0.008 0.0074 0.0154
Si -0.0209 0.0415 0.0023
Si 0.0741 -0.0291 -0.0017
Si -0.0283 0.0119 0.0172
Si 0.0146 -0.0635 0.0197
Si 0.1395 -0.07 0.0015
Si 0.0082 0.0164 0.0264
Si 0.0006 0.0971 -0.0257
Si 0.0487 -0.0027 0.0229
Si -0.0406 -0.0424 0.0116
Si -0.0987 -0.0043 -0.0036
Si -0.0023 -0.0558 0.0151
Si -0.0049 0.0648 0.0302
Si -0.1034 0.0477 -0.0456
Si 0.0173 -0.0359 0.0044
Si -0.0709 -0.3624 -0.548
Si 0.0301 -0.1102 0.2965
Si 0.1844 0.0028 -0.3506
Si -0.3901 -0.3372 0.3094
Si 0.0431 -0.1789 0.0052
Si 0.0929 -0.0759 -0.3473
Si 0.2658 0.2649 0.2737
Si -0.099 0.2173 -0.0035
Si -0.0124 0.0064 -0.0023
Si -0.0074 -0.0072 0.0074
Si -0.0033 0.0048 -0.0118
Si -0.0034 -0.0046 -0.0035
Si 0.0052 -0.0051 0.0062
Si -0.0016 0.001 -0.0051
Si -0.0003 0.0043 0.0012
Si -0.0029 -0.0003 0.0036
Si 0.0058 -0.0103 0.0041
Si -0.0017 -0.0025 0.0064
Si 0.0087 -0.0087 -0.0019
Si 0.0085 -0.0074 0.008
Si -0.0031 0.0026 -0.002
Si 0.0074 0.0033 0.0043
Si -0.0016 -0.0022 0.0019
Si 0.003 0.0076 0.0047
Si 0.0015 0.0152 -0.0083
Si -0.0058 -0.0174 0.006
Si 0.0111 0.0098 0.0112
Si -0.0158 0.0207 0.0249
Si 0.0072 -0.009 0.0024
Si -0.0069 0.0058 0.0123
Si -0.0139 0.013 -0.0007
Si 0.0079 -0.0027 -0.0073
O 0.0565 0.0112 0.0366
O -0.0374 0.0055 0.0226
O 0.0016 -0.0004 -0.0182
O 0.0126 0.0074 -0.0079
O -0.0087 0.0041 -0.0122
O 0.0059 -0.0092 0.0177
O 0.0157 -0.0102 -0.0259
O 0.002 0.0075 -0.0115
O -0.0054 0.0018 0.0004
O 0.0026 -0.007 -0.0023
O -0.0098 0.0035 -0.001
O 0.0126 -0.0125 0.0031
O 0.0069 -0.0064 0.0045
O 0.0022 -0.0103 -0.0158
O 0 0.0033 -0.004
O -0.0132 0.0161 0.0024
O -0.0166 0.0199 -0.0171
O 0.0391 -0.0265 0.0088
O -0.005 -0.0024 0.0058
O -0.0059 0.0041 0.006
O 0.01 0.0035 0.002
O -0.0252 0.0185 0.0136
O 0.0102 0.009 -0.002
O 0.0093 0.0014 -0.0245
Si -0.003 -0.0004 -0.0161
Si 0.0167 -0.0037 -0.0084
Si 0.0018 0.0027 -0.0121
Si -0.0116 -0.0092 0.008
Si 0.013 -0.0097 0.0191
Si 0.0008 -0.0074 0.0021
Si 0.0062 -0.0068 0.0096
Si -0.0201 -0.0018 -0.0249
Si 0.0077 -0.0045 0.0051
Si -0.0105 0.0049 0.0045
Si -0.0097 -0.0017 0.0213
Si -0.0151 -0.0039 -0.0061
Si 0.0029 -0.0002 0.0172
Si 0.0012 0.0106 0.0125
Si 0.0045 -0.0101 0.0019
Si -0.0069 0.004 0.0028
Si 0.006 0.0022 -0.0051
Si -0.0066 -0.0008 0.0149
Si 0.0002 0.0024 -0.0139
Si 0.008 -0.0077 0.0048
Si 0.0022 -0.0037 0.0014
Si 0.005 0.0011 -0.0042
Si 0.0049 0.0043 0.0105
Si -0.0022 -0.0042 0.0064
Si -0.0064 0.0002 0.024
Si -0.0068 0.0036 -0.0046
Si 0.0166 -0.0099 -0.0024
Si -0.0031 0.0016 0.0054
Si 0.0005 0.0012 0.0181
Si 0.0057 -0.0038 0.0117
Si 0.0055 -0.0097 -0.0273
Si 0.0026 0.0044 -0.001
Si -0.0095 -0.005 -0.0087
Si 0.0045 0.0011 0.0132
Si 0.0013 0.0015 0.0102
Si 0.006 -0.0054 0.0251
Si 0.0132 0.0006 0.0213
O 0.007 -0.0071 0.0061
O -0.0017 -0.0003 0.0008
O 0.0081 -0.0025 0
O 0.0016 -0.0057 0.0096
O 0.0016 0.0006 0.0012
O -0.0008 0.0002 0.0039
O -0.0009 -0.0034 0.003
O 0.0026 -0.0003 -0.0169
O -0.0009 -0.0013 0.0006
O -0.0009 -0.0029 0.0029
O -0.0047 -0.0013 0.0096
O -0.0025 0.0014 0.0013
O -0.0027 -0.002 -0.0008
O -0.0026 -0.0076 0.0043
O 0.0027 -0.0032 0.0049
O 0.0001 -0.0008 -0.0042
O 0.008 0.0036 -0.0036
O 0.007 0.0087 0.001
O 0.0007 -0.0015 -0.0027
O -0.002 0.0003 0.0029
O 0.0071 0.0022 0.0004
O -0.0087 -0.0009 0.0049
O 0.0013 0 0.0014
O -0.0071 0.0019 -0.0215
O 0.006 0.0008 -0.0005
O -0.0011 -0.0028 0.0122
O -0.0035 0.0074 0.014
O 0.0078 -0.0001 0.0004
O 0.0032 -0.0026 -0.0006
O 0.0001 0.0057 0.0034
O -0.0009 0.0008 -0.0112
O 0.0024 -0.0067 -0.0081
O -0.0025 0.0051 0.0018
O 0.0027 -0.0013 0.0008
O -0.0013 -0.0044 0.0112
O -0.0006 -0.0029 -0.0049
O -0.0085 0.0092 -0.0013
O 0.0055 -0.0025 0.0184
O 0.0033 -0.0025 -0.0007
O -0.0036 0.0001 0.0064
O 0.0001 0.0044 -0.01
O 0.0013 -0.002 0
O 0.0037 -0.0002 0.0081
O -0.0038 0.0021 -0.0067
O -0.0026 0.0006 0.004
O -0.0119 -0.0078 0.0119
O 0.0001 0.0042 -0.0035
O -0.0007 0.0071 -0.0163
O 0.0009 -0.0024 0.0019
O 0.0048 0.001 -0.0066
O -0.0069 0 0.0067
O -0.004 -0.0051 -0.0018
O 0.0019 -0.0033 0.0014
O 0.0049 0.0012 -0.0203
O 0.0065 0.0009 -0.0023
O 0.0004 -0.012 0.0017
O -0.0006 0.0002 -0.0026
O -0.0082 -0.0012 -0.0148
O 0.0032 0.0041 -0.0113
O -0.0063 0.0015 -0.0059
O -0.0003 0.0041 0.0209
O 0.0254 -0.0109 0.0301
O 0.0032 0.0012 -0.0054
O 0.0054 -0.0037 -0.0046
O 0.0058 -0.0025 0.012
O 0.0069 -0.0049 -0.0049

The program warned: the cutoff lies below the one the program advises for these potential files; the forces do not sum to zero within the program's tolerance; the exchange-correlation potential is rough where the density is thin.
